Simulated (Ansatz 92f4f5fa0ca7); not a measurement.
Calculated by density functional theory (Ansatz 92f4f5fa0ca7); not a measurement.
Periodic cell of 225 atoms, Si132O91As2, from a study of silicon, its oxide and their interface. The atomic structure is a simulated model.
Doubt: the cutoff is far below the 930 eV that the study's wrapper takes by default for these files, so forces and energies are approximate.
This geometry differs little from another in the collection (a relaxation step or a small displacement).

Settings: functional PBE; potential files Ansatz PAW; basis plane waves; wave-function cutoff 580 eV; density cutoff ratio 5; exchange-correlation grid ratio 1; k mesh 1 x 1 x 1, Gamma-centred; self-consistency stop 5e-08 eV per atom in the density residual; occupations fixed; spin none; net charge 0.

Cell vectors (angstrom)
a, 10.938, 0, 0
b, 0, 10.938, 0
c, 0, 0, 31.9494

Atoms and the computed forces on them: element, x, y, z (angstrom), force x, y, z (eV/angstrom)
Si, 10.6318, 0.0028, 24.4272, -0.0015, -0.0045, -0.008
Si, 5.0805, 0.1281, 24.6699, 0.0046, -0.0003, -0.0122
Si, 2.8298, 2.2964, 24.5406, 0.002, 0.0025, -0.005
Si, 8.5755, 2.4358, 24.5736, -0.0003, 0.0019, -0.0094
Si, 10.7127, 5.5901, 24.3398, 0.008, 0.0035, -0.0127
Si, 5.1633, 5.6161, 24.4567, 0.0064, -0.0038, -0.0047
Si, 2.9949, 7.9536, 24.4154, -0.0023, 0.0006, -0.0134
Si, 8.4246, 7.8315, 24.4269, -0.0006, 0.0079, -0.0091
Si, 1.2984, 1.1342, 25.8462, -0.0016, 0.0028, -0.0053
Si, 6.8197, 1.3287, 25.7468, -0.0052, 0.0014, 0.0051
Si, 3.9932, 4.0131, 25.7402, 0.0017, -0.0034, 0.0041
Si, 9.6925, 4.027, 25.855, -0.0031, -0.0006, 0.0017
Si, 1.3435, 6.7937, 25.6747, -0.0034, -0.0018, 0.0069
Si, 6.81, 6.7229, 25.7579, -0.0008, -0.0016, -0.0015
Si, 4.0072, 9.4697, 25.9605, 0.0026, 0.0012, -0.0032
Si, 9.4879, 9.4435, 25.81, 0.0007, -0.0023, 0.004
Si, 2.6427, -0.1306, 27.2918, 0.0071, 0.005, -0.0054
Si, 8.1414, -0.0664, 27.1526, 0.0158, 0.0074, 0.0006
Si, 0.0809, 2.6593, 27.2111, -0.0059, -0.006, -0.0002
Si, 5.4578, 2.7215, 27.1201, -0.0073, -0.0054, 0.0061
Si, 2.6706, 5.416, 27.1155, 0.0057, 0.0109, 0.0073
Si, 8.1957, 5.3689, 27.1409, 0.0048, 0.0036, 0.0072
Si, 0.0145, 8.1502, 27.1356, 0.0025, 0.0025, 0.0053
Si, 5.5167, 8.1444, 27.1831, -0.0019, -0.0046, 0.0027
Si, 4.0876, 1.329, 28.5048, 0.015, 0.0133, -0.0096
Si, 9.5458, 1.328, 28.5064, -0.0087, -0.0118, -0.0064
Si, 1.3873, 4.0665, 28.5671, 0.0252, -0.0011, 0.0184
Si, 6.8142, 4.0611, 28.5327, -0.0042, -0.0057, 0.0046
Si, 4.0889, 6.7813, 28.4912, -0.0069, -0.0228, -0.0121
Si, 9.5586, 6.7836, 28.4908, 0.0084, -0.0051, -0.0172
Si, 1.2997, 9.4827, 28.622, -0.0241, -0.026, 0.0473
Si, 6.8277, 9.534, 28.5676, 0.003, -0.0027, 0.0187
Si, -0.0277, -0.004, 29.9157, 0.006, -0.0177, -0.0084
Si, 5.4645, -0.0055, 29.899, -0.0018, -0.0075, -0.0053
Si, 2.7654, 2.7133, 29.9064, -0.0077, 0.0167, -0.0045
Si, 8.2025, 2.7168, 29.8907, -0.0099, 0.0027, -0.0047
Si, -0.0004, 5.4553, 29.8933, -0.0101, -0.0079, -0.0034
Si, 5.4647, 5.4552, 29.8909, 0.0015, -0.0014, 0.0002
Si, 2.7557, 8.1593, 29.9076, -0.019, 0.02, -0.0116
Si, 8.2272, 8.1768, 29.8928, -0.0088, 0.0115, 0.0021
Si, 1.3673, 1.3673, 31.2657, 0.0608, 0.0032, -0.0719
Si, 6.8362, 1.3673, 31.2657, 0.0449, -0.043, -0.001
Si, 4.1018, 4.1018, 31.2657, 0.092, -0.0851, 0.0572
Si, 9.5708, 4.1018, 31.2657, -0.0481, -0.0969, -0.0562
Si, 1.3673, 6.8362, 31.2657, 0.0182, -0.1821, 0.0488
Si, 6.8362, 6.8362, 31.2657, 0.0533, -0.0357, -0.1283
Si, 4.1018, 9.5708, 31.2657, -0.0056, -0.047, -0.0124
Si, 9.5708, 9.5708, 31.2657, -0.1329, -0.1201, 0.125
Si, 2.7345, 0, 0.6835, -0.0586, 0.0577, -0.0149
Si, 8.2035, 0, 0.6835, -0.0216, 0.0439, -0.1283
Si, 0, 2.7345, 0.6835, 0.0686, 0.0531, 0.0095
Si, 5.469, 2.7345, 0.6835, -0.1112, 0.1217, 0.0839
Si, 2.7345, 5.469, 0.6835, -0.0545, -0.0799, -0.0427
Si, 8.2035, 5.469, 0.6835, -0.0794, 0.1565, -0.0478
Si, 0, 8.2035, 0.6835, 0.0223, 0.1468, 0.0486
Si, 5.469, 8.2035, 0.6835, 0.1036, 0.1026, 0.0787
Si, 4.084, 1.3821, 2.0643, -0.0116, 0.0237, -0.0087
Si, 9.5866, 1.3571, 2.0395, -0.0091, 0.0029, 0.031
Si, 1.3583, 4.1234, 2.0568, 0.0468, -0.0176, -0.0083
Si, 6.814, 4.1417, 2.0376, 0.0149, 0.0028, 0.0237
Si, 4.0934, 6.8427, 2.0405, 0.0119, -0.0099, 0.0145
Si, 9.5653, 6.8528, 2.0557, -0.0342, 0.0055, -0.0033
Si, 1.3623, 9.5973, 2.0508, 0.0088, 0.0106, 0.0357
Si, 6.8322, 9.6139, 2.049, 0.0125, -0.0329, -0.0046
Si, 0.0254, 0.0354, 3.4612, 0.0079, 0.0056, -0.0053
Si, 5.475, 0.0425, 3.4256, 0.0087, -0.0089, -0.0045
Si, 2.7196, 2.7701, 3.442, -0.0289, -0.0061, 0.0156
Si, 8.2317, 2.7882, 3.3281, 0.0201, 0.0024, -0.0567
Si, 0.0206, 5.5187, 3.4234, 0.0002, 0.0236, 0.0131
Si, 5.4675, 5.5229, 3.4376, -0.0204, 0.0015, 0.0405
Si, 2.7467, 8.2364, 3.3868, -0.0077, 0.0033, -0.0353
Si, 8.2369, 8.2878, 3.409, 0.0207, 0.0353, -0.0063
Si, 1.3435, 1.4386, 4.8679, -0.0098, 0.0099, 0.0065
Si, 6.8749, 1.4833, 4.697, -0.007, 0.0049, 0.0245
Si, 4.0729, 4.1493, 4.8052, 0.0366, 0.0455, 0.009
Si, 9.578, 4.1224, 4.7251, -0.0332, -0.0219, 0.0418
Si, 1.3592, 6.9452, 4.7853, 0.0166, 0.0176, 0.0359
Si, 6.8252, 6.9963, 4.7505, -0.0114, -0.0505, 0.0082
Si, 4.1114, 9.5767, 4.7653, -0.0046, -0.0264, 0.0181
Si, 9.6385, 9.5952, 4.8549, 0.0023, -0.0314, 0.0165
Si, 2.7715, 0.0073, 6.115, -0.0209, 0.0318, 0.0111
Si, 8.2532, 0.1467, 6.0446, 0.0066, -0.04, -0.0051
Si, -0.084, 2.8217, 6.2543, 0.0406, -0.0433, -0.002
Si, 5.543, 2.8223, 6.119, -0.0062, 0.0103, 0.0116
Si, 2.7005, 5.5856, 6.1348, 0.0325, -0.0326, 0.0121
Si, 8.2656, 5.6169, 5.9617, 0.0044, 0.0315, -0.0038
Si, 0.1176, 8.2854, 6.3279, -0.0389, 0.0977, -0.0386
Si, 5.4865, 8.3169, 6.2382, -0.0021, 0.0025, 0.0297
Si, 4.4081, 1.1683, 7.3562, 0.0186, -0.0063, -0.0124
As, 9.7117, 1.1521, 7.7053, 0.1169, -0.0268, -0.0434
Si, 1.1259, 4.4753, 7.4998, 0.0132, -0.0186, -0.014
Si, 6.6565, 4.5778, 7.2828, -0.0026, -0.1005, -0.2326
Si, 4.2646, 6.7143, 7.5394, -0.125, 0.0752, -0.1594
Si, 9.7614, 6.6433, 7.495, -0.0101, -0.0203, -0.0006
As, 1.2803, 10.0149, 7.8223, -0.0682, -0.0487, -0.0538
Si, 6.7222, 9.9848, 7.4358, -0.0282, -0.0075, -0.0149
O, 9.5885, 1.2384, 23.9874, 0.0034, 0.0019, 0.0089
O, 4.1098, 6.8029, 23.9488, -0.0006, 0.0068, 0.0105
O, 4.0173, 1.2423, 24.0348, 0.0017, -0.0013, 0.0082
O, 9.5431, 6.7043, 23.8997, -0.0005, 0.0002, 0.0112
O, -0.04, 5.5433, 8.0376, -0.0272, 0.0198, -0.0282
O, 5.5502, 0.1126, 7.9357, 0.0038, -0.0225, -0.0187
O, 5.4235, 5.5667, 7.7212, 0.0779, 0.0889, 0.1816
O, 7.495, 4.335, 8.6615, 0.0124, 0.0906, 0.0092
O, 8.7793, 7.1134, 8.7508, -0.0054, -0.0052, -0.0024
O, 2.5043, 9.4535, 9.0766, 0.0357, 0.0037, 0.058
O, 8.3288, 1.8293, 8.7319, -0.0419, -0.0024, 0.0254
O, 7.6235, 9.5016, 8.7342, 0.0071, -0.0205, 0.0081
O, 3.6012, 1.8167, 8.6258, -0.0035, 0.0259, 0.0113
O, 3.6672, 7.1095, 9.039, 0.0076, -0.0431, -0.0011
O, 2.0077, 3.955, 8.8007, -0.0001, 0.004, 0.0056
O, 8.146, 3.4899, 23.3716, -0.0032, 0.0026, 0.0023
O, 0.4558, 4.9368, 22.9569, -0.0006, -0.0025, 0.0039
O, 1.9099, 2.7488, 23.2547, -0.003, 0.0033, 0.0008
O, 5.8372, 4.9103, 23.1239, 0.0015, -0.0006, 0.0029
O, 5.5273, 9.9917, 23.5093, 0.0052, -0.0045, 0.0001
O, 2.4528, 8.6919, 23.0328, 0.0003, 0.0003, 0.0036
O, 0.1948, 10.065, 23.0965, 0.0009, 0.0012, 0.0041
O, 7.7923, 8.5749, 23.0864, -0.002, -0.0004, 0.0022
Si, 8.6692, 7.6877, 18.456, 0.0002, -0.0003, -0.0028
Si, 8.8207, 6.3475, 13.614, 0.0044, 0.0025, -0.0032
Si, 3.8134, 1.5491, 14.753, 0.0005, -0.0023, -0.007
Si, 2.1416, 5.7407, 17.646, -0.0008, 0, -0.0019
Si, 2.4198, 3.1371, 19.5016, -0.0005, 0.0003, -0.0021
Si, 9.8729, 9.0398, 12.086, 0.0065, 0.0006, -0.0128
Si, 1.3369, 9.4181, 22.09, 0.0012, -0.0003, -0.005
Si, 9.2239, 0.9695, 13.2395, 0.0003, -0.0013, -0.0081
Si, 1.4092, 5.0587, 13.0391, 0.0003, 0.0007, -0.0062
Si, 1.8436, 8.2439, 12.839, 0.0015, 0.0018, -0.0165
Si, 6.6562, 9.5517, 22.438, -0.0006, -0.0014, -0.0015
Si, 4.5407, 4.6081, 15.7432, -0.0003, -0.0007, -0.0019
Si, 8.0681, 3.1652, 9.6116, 0.0523, -0.1007, 0.0887
Si, 0.8477, 8.2398, 19.2788, 0.0007, 0.0005, -0.004
Si, 6.9585, 1.3481, 21.1052, 0.0011, -0.0015, -0.0038
Si, 8.2829, 8.3568, 9.6915, 0.028, 0.0352, 0.0067
Si, 10.9011, 5.1892, 15.6159, 0.002, 0.0001, -0.0038
Si, 7.5936, 9.5046, 16.3451, 0.001, -0.0002, -0.0049
Si, 9.9392, 2.055, 20.3149, 0.0004, 0, -0.0031
Si, 3.372, 8.4324, 9.9869, -0.0403, 0.1042, -0.0288
Si, 6.7084, 3.3362, 17.4268, 0.0015, -0.0005, -0.0024
Si, 1.1717, 0.2043, 19.8164, 0.0006, -0.001, -0.0032
Si, 3.2028, 2.8182, 12.3279, -0.0065, -0.0078, -0.0095
Si, 7.2296, 5.3828, 19.6973, 0.0003, -0.0009, -0.0016
Si, 5.8691, 8.6875, 11.6153, -0.0196, 0.0207, -0.0062
Si, 5.8023, 6.1164, 13.2678, 0.0007, 0.0075, 0.0034
Si, 4.6567, 9.7003, 17.6472, 0, -0.0007, -0.0034
Si, 1.0284, 3.5992, 22.1846, 0.0027, 0.001, -0.0033
Si, 4.9048, 1.48, 18.8148, 0.0005, -0.0001, -0.0021
Si, 3.1565, 3.0755, 9.5404, -0.022, -0.0217, -0.0173
Si, 6.4984, 10.8555, 13.8249, 0, -0.0016, -0.0123
Si, 10.3844, 0.1137, 16.0081, 0.0006, 0.0007, -0.0056
Si, 5.5839, 3.736, 11.2035, -0.0088, -0.0164, -0.001
Si, 9.855, 3.8778, 11.8952, 0.002, -0.0046, -0.0114
Si, 2.3745, 9.9192, 15.5729, -0.0011, -0.0016, -0.0065
Si, 6.0891, 8.1093, 19.8182, 0.0007, 0.0001, -0.0013
Si, 6.9425, 3.9705, 22.3863, 0.0012, 0.003, -0.0048
Si, 9.7672, 2.7739, 17.3886, -0.0002, -0.0007, -0.003
O, 7.2423, 6.3616, 14.0028, -0.0007, -0.0014, 0.0008
O, 1.8848, 7.0501, 18.6937, 0.0011, -0.0013, 0.0024
O, 10.2925, 4.0345, 16.5455, -0.0005, 0.0004, 0.0021
O, 6.1916, 9.9627, 17.0858, 0.0024, -0.0005, 0.0023
O, 10.2029, 0.7009, 14.5047, -0.0005, 0.0003, 0.0029
O, 8.4541, 6.104, 18.8645, 0.0007, 0.001, 0.0027
O, 5.2021, 0.7175, 14.4394, -0.0013, 0.0016, 0.0036
O, 5.7245, 2.0473, 17.5327, 0.0006, 0.0009, 0.0023
O, 8.3551, 1.9399, 20.5674, 0.0012, -0.0005, 0.0033
O, 1.9867, 4.2886, 18.4136, 0.0006, 0.0012, 0.0022
O, 6.9103, 2.9173, 10.7389, -0.0008, 0.0165, 0.0026
O, 4.8358, 2.7449, 12.2577, 0.0026, 0.0039, 0.0012
O, 6.0465, 4.3893, 16.3701, -0.0016, 0.0008, 0.0012
O, 4.4915, 3.9576, 9.9713, 0.0162, 0.0036, 0.0137
O, 10.6978, 2.768, 21.5737, -0.0015, -0.0023, 0.0019
O, 9.748, 6.1411, 14.9537, -0.001, -0.0001, 0.0028
O, 6.0184, 6.4736, 19.8543, 0.0002, 0.0001, 0.0024
O, 4.0937, 0.1614, 18.303, 0.0003, -0.0005, 0.003
O, 9.303, 10.5526, 12.322, -0.0003, 0.0038, 0.0028
O, 2.8418, 4.3667, 12.7291, -0.0011, 0.002, 0.0048
O, 1.9182, 10.7, 21.2232, 0.0003, 0.0015, 0.0019
O, 3.9988, 2.7193, 19.3915, 0.0008, -0.0007, 0.0025
O, 0.7646, 10.0406, 16.0006, 0.0008, -0.0003, 0.0033
O, 1.281, 9.797, 18.8519, 0.0006, -0.0004, 0.0024
O, 1.7194, 1.6571, 19.2852, 0.001, 0.0003, 0.0026
O, 8.9717, 10.3858, 16.5275, -0.0004, -0.001, 0.0031
O, 4.8902, 8.5714, 18.8088, -0.0007, 0.0007, 0.0014
O, 9.6407, 8.8153, 10.48, -0.0089, -0.0045, 0.0053
O, 6.7586, 4.0701, 18.8777, -0.0002, -0.0011, 0.0011
O, 2.8319, 1.7194, 13.4427, 0.0009, 0.0014, 0.0067
O, 5.8361, 8.7615, 21.2799, -0.0003, -0.0014, 0.0006
O, 2.51, 2.4414, 10.9048, 0.0046, 0.0078, 0.0066
O, 7.6316, 4.8453, 21.1863, 0.0005, 0.0013, 0.0004
O, 5.2979, 7.5627, 12.6719, 0.0006, -0.0063, 0.0046
O, 0.5013, 9.0721, 12.4684, 0.0018, -0.0004, 0.0046
O, 7.6392, 1.0849, 13.638, 0.0012, 0.0005, 0.0036
O, 7.1325, 9.6536, 14.776, 0.0001, -0.0008, 0.0061
O, 8.9748, 5.0295, 12.6502, -0.0006, -0.002, -0.001
O, 8.108, 8.0349, 16.9286, -0.0011, 0.0013, 0.0029
O, 6.2201, 2.5724, 21.9136, 0.0003, -0.0017, 0.0037
O, 2.4812, 9.0591, 14.1428, 0.0011, 0.0006, 0.0056
O, 0.4253, 4.505, 11.8573, -0.0012, 0.0015, 0.0017
O, 0.8203, 8.3114, 20.9501, 0, -0.001, 0.0013
O, 9.4191, 3.71, 10.3372, -0.0146, 0.0021, 0.0046
O, 9.7109, 2.387, 12.5771, -0.0002, -0.0004, 0.0041
O, 7.6345, 8.5488, 19.4141, 0.0016, -0.0003, 0.0023
O, 2.6741, 8.1246, 11.4372, -0.0049, -0.0155, 0.025
O, 3.9887, 3.0711, 15.3935, 0.0008, 0.0009, 0.0039
O, 0.8295, 4.4633, 14.4424, 0.0001, -0.0003, 0.0034
O, 10.0599, 3.002, 18.9802, 0.0005, 0.0003, 0.001
O, 9.2086, 7.7934, 12.935, -0.0027, -0.0021, 0.0063
O, 10.5192, 0.5339, 20.0911, 0.0009, 0.0003, 0.0034
O, 5.945, 5.1267, 11.9651, 0.0005, -0.0011, -0.0069
O, 8.1668, 2.7294, 17.0361, 0.0006, 0.0007, 0.0031
O, 3.5513, 5.4779, 16.7701, 0.0019, -0.0005, 0.0021
O, 4.8135, 9.0681, 10.4275, 0.01, -0.019, 0.0149
O, 1.5192, 6.6765, 13.2136, -0.0006, 0.0001, 0.0024
O, 4.7719, 5.531, 14.4016, 0.0017, -0.0003, -0.0004
O, 2.0532, 3.8509, 20.9308, 0.0005, -0.001, 0.0019
O, 10.5732, 1.41, 16.985, 0.0006, 0.0002, 0.0036
O, 0.9638, 6.0581, 16.557, -0.0006, -0.0007, 0.0019
O, 7.3428, 10.9473, 21.9463, 0.0002, 0.0024, 0.0028
O, 5.94, 0.9116, 19.9304, -0.0012, -0.0001, 0.0012
O, 6.1594, 10.084, 12.4205, 0.0026, -0.0028, 0.0068
O, 2.8899, 0.5382, 15.6288, -0.0001, 0.0005, 0.0047
O, 7.1736, 8.0226, 10.854, 0.0059, -0.0112, -0.0073
O, 10.2533, 8.0058, 18.705, -0.0007, -0.0003, 0.0028
O, 3.4743, 9.1871, 16.6005, -0.0004, 0.0005, 0.0029

Results
free energy: -145378.613 eV
free energy less fixed offsets of As -4856.12, O -568.88, Si -635.61 eV per atom: 2.227 eV

The program warned: the cutoff lies below the one the program advises for these potential files; the forces do not sum to zero within the program's tolerance; the exchange-correlation potential is rough where the density is thin.
